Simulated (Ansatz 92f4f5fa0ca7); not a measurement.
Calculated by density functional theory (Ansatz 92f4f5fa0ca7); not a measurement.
Periodic cell of 122 atoms, Si78O44, from a study of silicon, its oxide and their interface. The atomic structure is a simulated model.

Settings: functional r2SCAN; potential files Ansatz norm-conserving; basis plane waves; wave-function cutoff 1300 eV; density cutoff ratio 4; exchange-correlation grid ratio 1; k mesh 2 x 2 x 1, shifted by 0.5 0.5 0.5 of a step; self-consistency stop 5e-08 eV per atom in the density residual; occupations Fermi-Dirac, 0.05 eV; spin none; net charge 0.

Cell vectors (angstrom)
a  10.88  0  0
b  0  10.88  0
c  0  0  17.7302

Atoms and the computed forces on them: element, x, y, z (angstrom), force x, y, z (eV/angstrom)
Si  -1.0946  -1.3907  1.2771  -1.7075  0.6118  -0.6891
Si  2.0109  7.6895  -0.7891  -0.1002  -1.031  -2.3596
Si  -2.2791  7.6523  -0.0507  -0.9221  0.0658  0.9405
Si  -0.4709  11.628  0.573  -0.7746  -0.4623  -0.8351
Si  6.5773  -2.1663  -1.1694  -1.4283  1.3615  -2.2996
Si  9.1307  3.1549  1.4804  3.127  2.8581  3.7161
Si  6.3079  6.2844  1.2971  1.0709  0.2877  0.9402
Si  8.7403  5.7468  -2.6302  1.2709  2.9864  -1.4341
Si  2.4884  3.2284  0.4376  1.1761  -3.0563  -2.6684
Si  5.1385  2.9172  -1.0947  -0.3488  -0.4483  0.7618
Si  1.5194  7.2604  1.5234  1.003  -1.6399  -2.6046
Si  4.5844  9.6176  0.8903  -0.3162  0.3345  0.5652
Si  6.8583  1.5538  1.0386  0.398  0.9479  -1.1884
Si  10.3359  5.5948  0.806  0.1713  -0.3883  -1.7302
Si  4.2125  4.9047  1.2659  0.9133  -2.2728  -2.2638
Si  12.3217  12.2793  1.7744  1.6171  -0.7146  -3.9906
Si  0.1621  2.6396  2.7469  -3.4533  2.3501  2.4225
Si  2.7666  -0.0287  2.6167  2.1349  -1.9962  0.6822
Si  -0.0045  8.1625  2.6985  -0.9924  1.3179  2.1513
Si  2.5427  5.6559  2.7731  0.7918  -0.1586  -0.3688
Si  5.5127  2.6199  2.8056  0.5792  -0.6553  -0.6115
Si  8.2059  -0.0644  2.6334  0.072  0.2634  -1.3375
Si  5.4295  8.0983  2.6033  0.5428  0.1078  -0.3287
Si  8.1591  5.4722  2.7726  -1.0372  -1.4332  -1.4317
Si  1.36  4.08  4.0729  0.5271  0.9111  -0.2107
Si  4.08  1.36  4.0729  0.3184  -1.0267  0.2882
Si  1.36  9.52  4.0729  0.5729  0.575  -0.1736
Si  4.08  6.8  4.0729  -0.292  0.4627  0.122
Si  6.8  4.08  4.0729  0.4422  0.1724  0.3344
Si  9.52  1.36  4.0729  -0.3782  -0.3534  -0.2839
Si  6.8  9.52  4.0729  -0.2388  0.0105  -0.5697
Si  9.52  6.8  4.0729  -0.0767  -0.3223  -0.2471
Si  0  0  5.4305  0.3285  -0.3796  0.6028
Si  2.72  2.72  5.4305  -0.6754  0.1549  -0.5992
Si  0  5.44  5.4305  0.5177  1.2302  -0.4853
Si  2.72  8.16  5.4305  0.6414  -0.1443  0.957
Si  5.44  0  5.4305  -1.0368  0.5668  -0.008
Si  8.16  2.72  5.4305  -1.2509  -0.6602  -0.4263
Si  5.44  5.44  5.4305  -0.5798  0.3004  0.2546
Si  8.16  8.16  5.4305  0.7859  0.3556  -0.5704
Si  0.6643  1.9803  6.6616  0.09  0.8028  0.0014
Si  3.9407  4.202  6.7462  0.1812  -0.2397  0.6203
Si  1.1134  7.04  6.7944  -1.7512  0.1141  0.5246
Si  4.0843  9.4334  6.9183  -2.1189  1.7103  -2.82
Si  6.8099  1.3966  6.9239  -0.1758  0.1049  -0.1302
Si  9.8762  3.7287  6.4746  0.7959  -1.3651  0.2613
Si  6.8218  6.8053  6.7243  1.7648  -2.1733  -1.1589
Si  10.1795  8.9192  6.6277  -1.0515  0.4556  -0.1844
Si  -1.0162  2.122  9.0276  0.7732  -1.1131  0.6845
Si  3.9725  -1.062  9.9953  -3.9244  0.5355  -0.8686
Si  -0.0974  7.0252  9.1908  1.378  -0.4578  -1.601
Si  0.892  3.5877  8.6091  0.395  0.5325  0.3401
Si  5.5466  3.4654  11.0938  -1.4007  1.6278  -0.543
Si  8.2873  3.5869  8.3411  -0.4259  0.7854  0.9766
Si  6.3369  8.699  8.6704  -3.2585  2.0298  0.2293
Si  5.9932  3.3654  7.9943  -0.8151  -0.404  -0.7285
Si  -1.9738  5.5909  7.4165  -0.9407  2.1829  -0.2212
Si  0.4771  2.9268  11.0426  2.1809  -2.3141  0.9949
Si  2.4647  10.5878  8.0222  -0.6612  0.7942  -0.04
Si  1.9501  8.9911  10.7331  -0.2544  2.0033  2.3542
Si  3.1879  2.7105  8.6873  -2.2227  2.4317  -1.0875
Si  8.813  5.7237  9.9191  1.2514  0.9625  1.1175
Si  6.348  11.5327  10.1742  0.4787  1.8628  -1.5304
Si  8.1925  9.796  9.1677  1.1032  2.1202  0.8819
Si  1.2955  2.5533  15.3366  -2.4426  1.5634  -2.0187
Si  2.1432  7.5615  13.4352  -1.6451  -1.2326  1.0264
Si  0.1794  5.515  15.3822  1.8547  -1.4704  -0.0141
Si  1.1311  10.8031  12.2073  1.5145  1.2374  -0.4105
Si  11.1063  5.228  12.0888  1.1373  -0.5905  0.6331
Si  8.0855  9.946  11.9336  -3.8165  0.3315  -1.7708
Si  -1.4744  0.8662  15.7868  0.6121  1.1838  1.1038
Si  5.3919  3.7217  14.3202  -1.9042  -0.9783  -1.1695
Si  7.5527  7.3568  12.2583  -0.2996  1.6768  -1.2479
Si  4.5997  6.8117  15.0946  -2.3448  -1.6665  0.2833
Si  0.6904  8.9389  14.7054  0.5326  1.4344  -2.7035
Si  7.5868  3.4238  15.3184  -2.2225  4.5665  -0.7788
Si  3.0476  12.9404  12.6503  -1.8947  3.3947  2.433
Si  8.709  9.7939  14.6099  0.3097  0.4847  0.4487
O  4.3008  -7.6325  1.9188  -0.0465  2.8887  -0.9137
O  -0.2754  -5.8966  -0.8196  -0.0284  1.0543  1.1875
O  4.6867  5.189  -3.3103  0.6201  1.8649  1.0193
O  8.9165  10.6226  -4.5813  -1.507  -1.001  0.4295
O  -1.8208  7.1984  -1.5683  -1.3417  -1.8271  -1.0482
O  -0.8167  6.2275  -6.2363  -1.2387  -0.5298  -1.6924
O  1.2219  9.1893  -1.45  0.8678  -1.7615  0.0391
O  2.3266  2.2314  -3.5742  0.048  -0.7086  0.6947
O  3.8372  2.1161  -0.557  -2.0927  1.5534  0.9033
O  4.9074  4.4836  -0.5576  0.1951  -0.4411  1.8328
O  8.1389  2.7951  0.3869  -3.1412  -1.356  -1.42
O  6.0533  7.4475  -2.166  -1.7938  -1.0833  -0.3954
O  12.2151  6.7977  -2.167  -2.2866  -1.5194  1.359
O  6.9087  14.6463  -4.0797  -0.1615  -0.8279  2.2232
O  7.0265  9.7651  -2.572  3.1806  -1.5998  0.7996
O  0.9744  4.2021  14.6305  -1.4622  -0.9609  2.3735
O  2.7568  1.4968  7.6824  1.6381  -2.5809  1.4802
O  0.2536  1.1985  11.611  0.5206  1.5123  0.015
O  2.2622  3.0093  11.5429  -1.3892  -0.3703  0.2835
O  5.6336  9.3721  7.2791  3.4297  -1.5916  2.3122
O  4.6752  11.2226  10.0588  2.0057  1.6842  0.3318
O  2.4924  8.2356  12.0696  -0.7089  0.2742  -3.1402
O  4.3457  3.125  9.6814  0.5853  -0.1189  1.1348
O  7.6952  6.6371  10.7991  -0.8948  0.1542  -0.1431
O  6.4535  2.4018  10.3175  1.4992  -3.5599  -0.0691
O  13.685  0.5755  12.3234  -1.3021  -3.3151  -1.0513
O  4.879  19.5283  9.5406  3.3572  -1.885  -0.0046
O  6.5197  7.2334  8.2516  -0.0115  -3.3607  -0.3495
O  11.9436  8.0624  9.7792  -0.4496  -0.4034  0.0245
O  1.4274  2.811  16.9066  0.3769  0.4787  -0.2287
O  -2.5209  6.5993  13.3273  -0.275  -1.5426  3.6972
O  3.7454  7.443  13.7374  1.6681  -1.2948  4.1495
O  3.485  6.859  16.5845  1.2039  1.8633  -1.6055
O  -0.0387  12.3055  15.3189  1.8449  2.2306  -0.6103
O  0.7149  10.4294  13.7375  0.8494  -1.5603  0.3911
O  1.1526  6.1469  13.0412  1.688  1.1896  0.0443
O  8.2464  2.0696  15.3614  3.4651  -4.5454  -0.0558
O  6.6438  8.7385  12.5221  2.7786  -1.9971  -0.8641
O  6.7211  11.0431  11.6186  2.4757  -1.5141  1.8681
O  4.976  -1.4605  16.9848  1.6554  -0.5947  1.4722
O  4.5142  2.6812  13.0157  1.5744  0.8916  -0.1531
O  -0.8934  -2.312  14.2792  -1.2689  1.8848  1.9841
O  6.2409  1.7181  17.1831  -0.2459  0.2326  1.1767
O  9.1551  9.5852  7.8269  -0.0612  0.0692  1.6035

Results
free energy: -29544.167 eV
free energy less fixed offsets of O -463.61, Si -117.95 eV per atom: 54.773 eV
pressure: -2.68 GPa
stress xx, yy, zz, yz, xz, xy (GPa, positive in tension): 3.12, 2.09, 2.83, 1.08, -1.36, 1.05

The program warned: the forces do not sum to zero within the program's tolerance.
